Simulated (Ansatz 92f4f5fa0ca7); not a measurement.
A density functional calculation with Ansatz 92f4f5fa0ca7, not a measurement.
Periodic cell of 225 atoms, Si133O90H2, from a study of silicon, its oxide and their interface. The atomic structure is a simulated model.
Doubt: the cutoff is far below the 930 eV that the study's wrapper takes by default for these files, so forces and energies are approximate.
This geometry differs little from another in the collection (a relaxation step or a small displacement).

Settings: functional PBE; potential files Ansatz PAW; basis plane waves; wave-function cutoff 580 eV; density cutoff ratio 5; exchange-correlation grid ratio 1; k mesh 1 x 1 x 1, Gamma-centred; self-consistency stop 5e-08 eV per atom in the density residual; occupations fixed; spin none; net charge 0.

Cell vectors (angstrom)
a  10.938  0  0
b  0  10.938  0
c  0  0  33.2929

Atoms: element, x, y, z (angstrom)
Si  0.4412  -0.3437  25.9514
Si  5.3335  0.3157  25.7634
Si  2.9508  2.4074  25.7586
Si  7.95  3.0322  26.0365
Si  -0.2761  5.6241  25.7365
Si  5.8486  5.3262  25.8387
Si  2.6169  8.3236  25.6997
Si  8.5714  8.0103  25.7693
Si  1.5057  1.294  27.2411
Si  6.791  1.4097  27.2456
Si  4.114  4.121  26.9914
Si  9.5949  4.15  27.2383
Si  1.3835  6.7845  27.0298
Si  6.9739  6.8766  27.1607
Si  4.1906  9.5458  27.0158
Si  9.6782  9.5282  27.1767
Si  2.8432  -0.0915  28.5401
Si  8.2273  -0.0189  28.4913
Si  0.0425  2.6987  28.5049
Si  5.4074  2.7867  28.5269
Si  2.7461  5.4435  28.4383
Si  8.2282  5.4852  28.5804
Si  0.0588  8.1357  28.5191
Si  5.5065  8.1972  28.4675
Si  4.1018  1.3673  29.8747
Si  9.5708  1.3673  29.8747
Si  1.3673  4.1018  29.8747
Si  6.8362  4.1018  29.8747
Si  4.1018  6.8362  29.8747
Si  9.5708  6.8362  29.8747
Si  1.3673  9.5708  29.8747
Si  6.8362  9.5708  29.8747
Si  0  0  31.2419
Si  5.469  0  31.2419
Si  2.7345  2.7345  31.2419
Si  8.2035  2.7345  31.2419
Si  0  5.469  31.2419
Si  5.469  5.469  31.2419
Si  2.7345  8.2035  31.2419
Si  8.2035  8.2035  31.2419
Si  1.3673  1.3673  32.6092
Si  6.8362  1.3673  32.6092
Si  4.1018  4.1018  32.6092
Si  9.5708  4.1018  32.6092
Si  1.3673  6.8362  32.6092
Si  6.8362  6.8362  32.6092
Si  4.1018  9.5708  32.6092
Si  9.5708  9.5708  32.6092
Si  2.7345  0  0.6835
Si  8.2035  0  0.6835
Si  0  2.7345  0.6835
Si  5.469  2.7345  0.6835
Si  2.7345  5.469  0.6835
Si  8.2035  5.469  0.6835
Si  0  8.2035  0.6835
Si  5.469  8.2035  0.6835
Si  4.1018  1.3673  2.0507
Si  9.5708  1.3673  2.0507
Si  1.3673  4.1018  2.0507
Si  6.8362  4.1018  2.0507
Si  4.1018  6.8362  2.0507
Si  9.5708  6.8362  2.0507
Si  1.3673  9.5708  2.0507
Si  6.8362  9.5708  2.0507
Si  0  0  3.418
Si  5.469  0  3.418
Si  2.7345  2.7345  3.418
Si  8.2035  2.7345  3.418
Si  0  5.469  3.418
Si  5.469  5.469  3.418
Si  2.7345  8.2035  3.418
Si  8.2035  8.2035  3.418
Si  1.3396  1.3692  4.8116
Si  6.7956  1.3879  4.7695
Si  4.0424  4.1668  4.7461
Si  9.563  4.1129  4.8192
Si  1.3606  6.8433  4.8008
Si  6.8121  6.8426  4.7956
Si  4.0785  9.5751  4.8499
Si  9.5091  9.6263  4.6866
Si  2.6328  -0.051  6.2364
Si  8.1573  0.0001  6.0968
Si  -0.0255  2.7501  6.2217
Si  5.3449  2.7322  6.0503
Si  2.7316  5.5071  6.2302
Si  8.1328  5.4306  6.1785
Si  -0.1253  8.2302  5.9962
Si  5.4578  8.1988  6.2336
Si  3.7841  1.6272  7.421
Si  9.6931  1.1239  7.4538
Si  1.5985  3.8984  7.5353
Si  6.5174  4.206  7.4248
Si  4.3913  6.5627  7.594
Si  9.2658  7.1271  7.3572
Si  0.8996  9.7419  7.4402
Si  7.0767  9.3841  7.4988
O  9.6015  6.8107  25.2353
O  4.1391  1.3559  25.2342
O  8.1906  8.2416  7.9694
O  2.7077  2.7545  7.9988
O  6.8955  4.1265  25.3642
O  1.493  9.4822  25.2913
O  5.4866  5.3807  7.934
O  -0.1164  0.0152  7.9097
O  6.9652  3.3823  8.7873
O  6.5479  10.1466  8.8747
O  10.1493  6.5615  8.621
O  1.1295  8.8503  8.8063
O  4.6062  1.0573  8.7165
O  1.0375  4.6225  8.9257
O  8.9266  1.5585  8.855
O  3.9691  7.0416  9.1128
O  8.0387  8.8416  24.4392
O  8.7127  2.29  24.8079
O  5.5046  6.2612  24.5092
O  2.0041  2.8125  24.4601
O  10.756  0.4391  24.6678
O  0.1939  4.7684  24.3936
O  7.2568  11.8824  20.6728
O  6.228  10.7827  24.4522
Si  9.6728  1.3609  23.9115
Si  4.5761  6.4574  20.5471
Si  1.0587  8.8956  10.434
Si  17.2822  5.2642  15.8638
Si  7.3454  2.1654  19.5828
Si  19.3133  14.3233  12.6101
Si  11.04  4.9692  16.8227
Si  9.2458  -0.6218  16.4762
Si  15.4273  10.5232  19.024
Si  12.7141  3.0167  18.2825
Si  8.36  2.9415  9.5046
Si  2.9508  8.0158  18.4436
Si  11.5657  1.0859  16.2832
Si  0.4373  13.6414  13.538
Si  4.3079  2.5075  20.0189
Si  6.1313  2.4549  14.4393
Si  7.1028  5.9043  18.8106
Si  5.2162  10.7778  9.5897
Si  15.1751  6.5757  23.5349
Si  17.9263  10.2595  20.6676
Si  3.0677  4.3423  21.9353
Si  11.4541  9.5754  14.8216
Si  6.5766  11.6088  16.9869
Si  5.2771  8.2925  13.1068
Si  10.5325  5.2096  9.4292
Si  3.7147  6.9817  15.4784
Si  7.4845  10.1425  23.6163
Si  -2.1976  8.462  18.8416
Si  -0.385  6.7953  12.055
Si  1.6112  10.999  12.3195
Si  11.0375  6.698  19.0483
Si  3.8478  8.116  10.3241
Si  0.8127  3.4972  23.5564
Si  10.1006  3.7697  19.1507
Si  4.8453  11.2759  12.554
Si  7.8212  6.3014  13.4978
Si  1.3328  5.3936  14.142
O  9.9269  7.705  19.6662
O  5.1043  1.73  13.3826
O  11.4397  2.8216  19.3246
O  7.3937  12.5107  18.0711
O  4.1299  7.9823  14.2454
O  4.0517  0.9106  19.8635
O  2.3521  8.0463  10.9464
O  -1.0621  4.0219  17.5129
O  7.733  4.9018  12.6268
O  9.4604  -1.8536  17.5207
O  5.8059  14.902  15.0039
O  5.5044  9.9207  13.2239
O  10.7276  8.1615  11.1641
O  17.6628  5.0474  17.4508
O  1.3305  10.6421  15.7704
O  6.0521  12.4938  15.7671
O  1.5688  7.4279  19.1301
O  19.6751  3.0633  19.7835
O  7.5134  18.3937  18.4278
O  12.6573  1.7189  17.3027
O  3.2281  11.0917  12.4466
O  3.2363  7.6351  24.3018
O  19.1487  9.6498  19.7956
O  9.428  4.0857  9.0934
O  11.9544  9.844  13.3118
O  3.9015  2.9837  21.5399
O  4.7113  7.1346  22.0543
O  1.1682  10.4757  10.841
O  5.1055  6.2963  15.9349
O  18.5833  10.5469  16.3766
O  -2.7689  2.7819  11.1068
O  6.6481  7.4195  13.2894
O  5.8829  2.9327  19.741
O  11.0367  5.1414  15.2218
O  16.2011  10.8959  17.6307
O  10.1201  11.6253  16.9753
O  0.3086  2.1208  15.0606
O  3.553  5.0965  23.3083
O  14.0357  -3.2626  16.8462
O  11.7494  8.0371  15.2231
O  5.53  11.3897  11.067
O  4.0973  -1.3415  9.6802
O  8.6528  11.232  23.214
O  4.8403  7.8616  11.5851
O  10.594  2.4292  23.0673
O  3.3528  5.3742  20.6994
O  7.6703  5.8718  15.0869
O  -0.483  5.5322  11.0151
O  9.8425  9.8917  15.0099
O  0.9307  12.4504  12.5518
O  6.9416  9.6482  22.1687
O  1.5495  3.9036  13.4868
O  4.172  7.4012  19.3076
O  2.6928  5.8539  14.8952
O  9.9488  14.2426  13.0212
O  3.1601  9.633  18.6797
O  9.2403  6.9625  13.0254
O  16.9355  5.8415  20.0305
O  0.8975  6.4507  12.9937
O  10.836  6.4902  17.4199
O  16.518  9.788  19.9915
O  1.4898  4.0157  22.1587
O  10.6803  5.2333  19.7426
O  23.4134  4.3766  17.3808
O  14.1902  3.172  18.9453
O  7.5895  2.4671  13.7084
H  8.2837  5.3068  19.4154
H  11.4998  7.7504  16.1332

Results
free energy: -135767.641 eV
free energy less fixed offsets of H -15.97, O -568.88, Si -635.61 eV per atom: -0.371 eV

Forces (eV/angstrom), in the order of the atoms: element, x, y, z
Si  -0.0006  -0.0011  -0.0004
Si  0.0008  -0.0009  0.0026
Si  0.0009  -0.0005  0.0004
Si  -0.0003  -0.0008  0.0018
Si  0.0002  -0.0014  0.0022
Si  -0.0005  -0.0008  0
Si  0.0003  -0.0013  0.0027
Si  -0.0007  0  -0.0004
Si  -0.0007  0.001  -0.0008
Si  -0.0008  -0.0007  -0.0011
Si  0.0007  -0.0007  -0.0003
Si  0  0.0003  -0.0019
Si  -0.0017  0.0013  -0.0007
Si  -0.0004  0.0003  -0.0006
Si  -0.0013  0.0013  -0.0011
Si  -0.0009  0.0012  0.0003
Si  0.0015  -0.0012  0
Si  0.0013  -0.0004  0.0004
Si  0.0005  0  0.0002
Si  -0.0002  0.0011  0.0003
Si  0.0006  0.0006  0.0011
Si  -0.0004  -0.0005  0.0008
Si  0.0012  -0.0005  -0.0001
Si  0.0008  0.0002  0.0009
Si  0.0864  -0.018  0.298
Si  0.0482  -0.0686  -0.1069
Si  0.1821  -0.0106  -0.195
Si  -0.2009  0.0855  0.2018
Si  0.0125  -0.0538  -0.4907
Si  0.3214  0.0959  0.5258
Si  0.2476  -0.3126  0.0892
Si  0.0652  -0.0161  -0.1307
Si  0  0.0245  -0.0369
Si  0.0667  0.1769  -0.0033
Si  -0.0509  -0.0777  -0.0087
Si  -0.0532  0.0113  -0.0262
Si  -0.0687  0.0842  0.0037
Si  0.0654  -0.0194  0.0017
Si  -0.0909  0.0656  0.0166
Si  0.0711  0.0356  -0.0089
Si  -0.0061  0.0327  -0.0027
Si  0.0296  -0.0841  -0.0071
Si  0.0022  0.0018  -0.0189
Si  0.0638  -0.0219  -0.0339
Si  0.058  -0.0792  -0.0143
Si  -0.0203  0.0194  -0.0076
Si  0.0401  -0.0535  -0.0376
Si  -0.0318  -0.0139  -0.0123
Si  -0.0146  0.0041  0.0067
Si  0.0117  0.0728  0.0491
Si  -0.0951  0.021  0.0111
Si  0.0185  0.0098  0.0135
Si  -0.0321  0.0242  0.0396
Si  0.0001  -0.0167  0.008
Si  -0.001  0.0005  0.009
Si  -0.0292  0.0791  0.0045
Si  -0.0173  -0.0253  0.0384
Si  0.0914  -0.0135  -0.0148
Si  -0.0444  -0.1165  -0.0165
Si  0.0099  0.0123  0.0377
Si  0.0859  -0.0245  -0.0169
Si  -0.0189  0.01  0.03
Si  -0.0007  0.0245  0.0388
Si  -0.0625  -0.161  -0.0271
Si  0.0621  0.3549  -0.3514
Si  -0.22  -0.1652  0.1464
Si  -0.2814  -0.0179  -0.0032
Si  0.0564  0.0801  0.1396
Si  0.0284  -0.073  0.1715
Si  -0.0563  0.2412  -0.1975
Si  0.0782  0.0396  0.2421
Si  -0.3644  -0.153  -0.341
Si  -0.0001  0.0012  0
Si  0.0002  0.0003  -0.001
Si  -0.0003  0.0014  0.0003
Si  0.0006  0.0005  -0.0013
Si  0.0004  0.0006  -0.0011
Si  -0.0012  0.0003  -0.0004
Si  0.0004  0.0004  -0.0016
Si  -0.0002  0.0005  -0.0012
Si  -0.0002  -0.0007  -0.0001
Si  -0.0004  0.0002  0.0016
Si  0.0006  -0.0015  0.001
Si  0.0002  0.0001  -0.0002
Si  -0.0004  -0.0014  0.0007
Si  -0.0004  -0.0007  -0.0002
Si  0.0006  -0.0012  0
Si  0.001  0.0002  0.0011
Si  -0.0001  0.0017  0.0012
Si  -0.0009  0.0015  -0.0012
Si  0  0.0003  -0.0011
Si  -0.0007  -0.0004  0.0008
Si  0.0001  -0.002  0
Si  -0.0002  -0.0011  0.002
Si  -0.001  0.0004  -0.001
Si  -0.0015  0.0001  -0.0006
O  0.0001  0.0002  -0.0001
O  -0.0001  -0.0002  0.0003
O  0.0005  0.0003  -0.0013
O  -0.0005  -0.0015  -0.0007
O  -0.0004  0.0006  -0.0003
O  -0.0006  0  -0.0009
O  0.0005  0.0002  -0.0014
O  0.0006  -0.0008  -0.001
O  0.0003  -0.0002  0.0006
O  -0.0004  -0.0001  0
O  0.0004  -0.0002  -0.0008
O  -0.0003  -0.0007  0.0014
O  0.0002  -0.0014  -0.0005
O  -0.0008  0.0006  0.0003
O  0.0002  -0.0002  0.0003
O  -0.0008  0.001  -0.0002
O  -0.0001  0.0009  -0.0002
O  0.0002  -0.0007  0.0003
O  0.0002  -0.0003  -0.0003
O  -0.0005  -0.0001  0
O  0  -0.0004  0.0004
O  0  0.0001  -0.0006
O  -0.0015  0.0006  -0.001
O  0.0012  -0.0004  -0.0026
Si  0.0004  -0.0003  -0.0005
Si  -0.0008  -0.0008  0.0002
Si  -0.0001  -0.0005  -0.0007
Si  0.0011  -0.0016  -0.0012
Si  -0.0002  0.0002  -0.0012
Si  -0.002  -0.0004  -0.0003
Si  -0.005  0.0137  0.01
Si  -0.0007  -0.007  0.0038
Si  0.0011  0.0002  -0.0012
Si  -0.0022  0.0013  -0.0031
Si  -0.0015  -0.0004  -0.0004
Si  -0.0016  -0.0025  0.0077
Si  -0.0003  -0.0007  0.0006
Si  -0.0024  0.0032  0.0007
Si  -0.0005  0.0006  -0.0004
Si  -0.0007  0.0009  -0.0009
Si  0.0032  0.0015  -0.0018
Si  0  0.0006  -0.0003
Si  0.0001  0.0008  -0.0013
Si  0.001  -0.0007  -0.0005
Si  -0.0021  0.0007  -0.0013
Si  -0.0012  0.0137  -0.004
Si  -0.001  -0.0004  -0.0029
Si  0.0005  -0.0005  -0.001
Si  0.0009  -0.0001  -0.0014
Si  -0.001  0.0029  -0.0087
Si  -0.0017  0.0003  0.0008
Si  0.0022  -0.0036  -0.0006
Si  -0.0027  -0.0001  -0.0005
Si  0.0015  0.0014  -0.0007
Si  -0.0057  -0.0074  -0.0181
Si  0.0013  0.0005  0.0004
Si  0  0.0006  0.0003
Si  0.0006  0.0051  -0.0035
Si  -0.0006  0.0017  -0.0002
Si  -0.0017  -0.0012  0.0008
Si  -0.0014  -0.0061  0.0014
O  -0.0045  0.0037  0.0029
O  -0.0009  -0.0016  -0.0007
O  -0.0001  -0.0013  0.0018
O  -0.0013  -0.0015  0.0004
O  0.002  -0.0018  0.0012
O  -0.0002  -0.0027  -0.0025
O  -0.001  0  0
O  -0.0059  -0.0082  0.0027
O  -0.0006  0.0003  -0.0006
O  -0.0025  0.0058  -0.0027
O  -0.0004  0.0008  0.0011
O  -0.0009  0.001  -0.0008
O  0.0002  0.0003  -0.0019
O  -0.0009  -0.0001  -0.0009
O  -0.0027  -0.0016  -0.0013
O  0.0007  -0.0017  0.0018
O  0.0083  0.0031  0.0007
O  -0.0014  -0.0019  0.0009
O  -0.0022  -0.0005  0.0011
O  0.0003  -0.002  -0.0014
O  0.0034  -0.0003  -0.0004
O  0.0003  -0.0004  -0.0014
O  -0.0021  0.0011  0.0027
O  -0.0001  0.0006  0.0004
O  0.0028  0.0008  -0.0051
O  -0.0002  -0.0009  -0.0021
O  -0.001  -0.0001  -0.0013
O  -0.0005  0.001  -0.003
O  -0.0029  0.0009  0.0029
O  0.0002  0.001  0.0009
O  -0.0001  0  0.0017
O  -0.0009  0  -0.0005
O  0.0002  -0.0009  -0.0007
O  0.0023  0.0008  -0.0071
O  0.0003  -0.0001  0.0018
O  0.0004  -0.0016  -0.0022
O  -0.0009  -0.0001  -0.0021
O  0.0001  0.0003  -0.0001
O  -0.0066  -0.0026  0.0025
O  0.1323  -0.0259  0.3578
O  -0.0013  -0.0002  0.0016
O  -0.0009  -0.0014  -0.0008
O  -0.0007  -0.0003  0.0001
O  -0.0005  0.0006  -0.0008
O  -0.0001  0  0.0001
O  -0.0001  -0.0003  0
O  -0.0003  0.0005  0
O  0  0.0009  0.0013
O  0.0098  -0.0035  -0.0016
O  -0.0008  0.0013  -0.0034
O  -0.0009  0.0004  -0.0012
O  0.0008  0.0024  -0.0013
O  -0.0028  0.0017  -0.0038
O  0.0003  -0.0012  0.0019
O  0.001  -0.0004  -0.0004
O  0.0003  -0.0014  -0.0005
O  -0.0007  0.0012  0.0003
O  0.0005  -0.0007  0.0004
O  0.0005  0.001  0.0035
O  -0.001  -0.0092  0.0021
O  -0.0027  0.0007  -0.0017
O  0.0003  -0.0006  -0.0002
O  -0.0057  -0.0056  0.0057
O  0.004  -0.0015  0.0008
O  -0.0003  -0.0006  0.0006
O  -0.0008  0.0001  -0.0004
H  0.0011  -0.001  0.0013
H  -0.1234  0.0352  -0.354

The program warned: the cutoff lies below the one the program advises for these potential files; the forces do not sum to zero within the program's tolerance; the exchange-correlation potential is rough where the density is thin.
